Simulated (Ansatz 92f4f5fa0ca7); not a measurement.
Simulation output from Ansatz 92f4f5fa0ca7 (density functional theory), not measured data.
Periodic cell of 244 atoms, Si164O80, from a study of silicon, its oxide and their interface. The atomic structure is a simulated model.
Doubt: the cutoff is far below the 930 eV that the study's wrapper takes by default for these files, so forces and energies are approximate.
This geometry differs little from another in the collection (a relaxation step or a small displacement).

Settings
functional: PBE
potential files: Ansatz PAW
basis: plane waves
wave-function cutoff: 580 eV
density cutoff ratio: 5
exchange-correlation grid ratio: 1
k mesh: 1 x 1 x 1, Gamma-centred
self-consistency stop: 5e-08 eV per atom in the density residual
occupations: fixed
spin: none
net charge: 0

Cell vectors (angstrom)
a  10.938  0  0
b  0  10.938  0
c  0  0  37.1924

Atoms: element, x, y, z (angstrom)
Si  0  0  0.683
Si  5.469  0  0.683
Si  2.7345  2.7345  0.683
Si  8.2035  2.7345  0.683
Si  0  5.469  0.683
Si  5.469  5.469  0.683
Si  2.7345  8.2035  0.683
Si  8.2035  8.2035  0.683
Si  1.3673  1.3673  2.0503
Si  6.8362  1.3673  2.0503
Si  4.1018  4.1018  2.0503
Si  9.5708  4.1018  2.0503
Si  1.3673  6.8362  2.0503
Si  6.8362  6.8362  2.0503
Si  4.1018  9.5708  2.0503
Si  9.5708  9.5708  2.0503
Si  2.7345  0  35.1409
Si  8.2035  0  35.1409
Si  0  2.7345  35.1409
Si  5.469  2.7345  35.1409
Si  2.7345  5.469  35.1409
Si  8.2035  5.469  35.1409
Si  0  8.2035  35.1409
Si  5.469  8.2035  35.1409
Si  4.1018  1.3673  36.5082
Si  9.5708  1.3673  36.5082
Si  1.3673  4.1018  36.5082
Si  6.8362  4.1018  36.5082
Si  4.1018  6.8362  36.5082
Si  9.5708  6.8362  36.5082
Si  1.3673  9.5708  36.5082
Si  6.8362  9.5708  36.5082
Si  2.1785  3.0279  27.0401
Si  8.1397  -5.3866  29.43
Si  2.7438  6.4086  19.9883
Si  7.718  -2.0911  26.9516
Si  -0.2761  0.5994  27.1854
Si  0.5555  4.9095  26.9631
Si  3.2044  7.8779  27.1941
Si  8.6979  13.0922  27.0489
Si  -1.4312  1.4323  31.1326
Si  4.2925  -0.096  20.4354
Si  4.1144  1.4611  31.0164
Si  9.3289  8.1547  24.3724
Si  1.2394  1.5851  28.6711
Si  6.7036  7.0931  28.2085
Si  -1.3825  9.7146  28.2381
Si  14.6982  10.1912  26.4775
Si  2.5532  0.1012  29.9183
Si  6.8777  1.2244  28.2809
Si  -4.7724  -0.2164  26.4844
Si  7.3441  6.9606  22.4655
Si  5.4359  2.7565  29.4446
Si  11.6115  1.3524  23.0791
Si  -0.1592  2.9431  29.871
Si  3.8147  9.5546  28.6988
Si  4.9096  6.19  26.9083
Si  8.2252  0.0102  29.7724
Si  1.3678  4.2231  31.0938
Si  6.8031  4.1398  30.8648
Si  4.1093  6.891  31.0468
Si  9.5245  6.8554  30.908
Si  1.2287  9.5459  31.0902
Si  6.8832  9.624  31.1519
Si  -0.0729  0.0176  32.4554
Si  5.4577  0.0673  32.422
Si  2.7267  2.7867  32.4107
Si  8.1188  2.8118  32.393
Si  -0.0424  5.5585  32.3975
Si  5.4759  5.4745  32.3528
Si  2.6987  8.2196  32.4076
Si  8.2192  8.1819  32.4156
Si  1.371  1.3679  33.7661
Si  6.8324  1.401  33.7882
Si  4.1207  4.1209  33.7669
Si  9.5587  4.1245  33.7532
Si  1.3576  6.8572  33.7874
Si  6.8365  6.8155  33.7619
Si  4.0929  9.5862  33.76
Si  9.5526  9.5567  33.8009
Si  2.7419  -0.0182  3.4221
Si  8.1857  -0.0055  3.4206
Si  -0.0081  2.7289  3.4242
Si  5.4474  2.6756  3.403
Si  2.6831  5.4299  3.3911
Si  8.2533  5.487  3.3994
Si  -0.0026  8.1666  3.4218
Si  5.5063  8.2543  3.3948
Si  4.1224  1.2915  4.8474
Si  9.5681  1.3402  4.7694
Si  1.3479  4.065  4.8408
Si  6.9142  4.0226  4.6311
Si  4.0966  6.8389  4.5966
Si  9.6103  6.8087  4.8659
Si  1.4037  9.5008  4.7541
Si  6.8643  9.5834  4.8631
Si  -0.0109  -0.0921  6.0578
Si  5.4972  -0.033  6.3258
Si  2.735  2.6678  6.1757
Si  9.5025  4.0375  7.6437
Si  0.0172  5.4169  6.2989
Si  5.5103  5.4429  5.7612
Si  2.8214  8.1174  6.0758
Si  8.2416  8.2009  6.2273
Si  -2.4433  0.3689  11.2353
Si  8.2019  2.7287  6.1281
Si  4.2458  4.1532  7.1902
Si  8.1981  9.6225  17.9542
Si  3.3926  5.7981  8.6081
Si  5.1545  7.4893  8.7728
Si  -1.2999  9.5719  7.6131
Si  12.2122  13.8859  13.2745
Si  4.687  4.1164  10.5883
Si  12.0218  -2.8134  11.7632
Si  5.0613  5.9612  14.6723
Si  1.5042  6.7953  7.5482
Si  0.2576  5.8831  24.8249
Si  6.8743  1.4478  7.6304
Si  0.5777  8.6005  8.7438
Si  5.9031  3.371  8.6796
Si  7.6162  4.0272  21.4357
Si  14.848  -4.0853  17.424
Si  -3.3124  5.0993  8.7162
Si  8.9961  -0.2201  22.8579
Si  8.6672  11.3945  8.8334
Si  12.2729  12.1526  7.457
Si  -1.2748  7.0295  17.8775
Si  3.9202  12.6871  12.5974
O  19.0557  3.9463  15.7636
O  -12.8764  5.6728  18.4985
O  -0.2868  6.5291  16.6719
O  30.9352  9.8932  11.8289
O  23.2182  5.6861  19.5587
O  -1.4226  1.5985  11.6518
O  7.1945  -9.1871  17.1301
O  0.5242  9.6104  20.7169
O  33.964  -0.7796  18.2864
O  4.7184  -2.6784  17.4727
O  14.0004  -0.84  16.4869
O  -2.549  10.0658  21.4907
O  -0.3704  7.8861  18.9551
O  -1.3993  -9.2722  16.1523
O  -13.8713  14.5838  19.8981
O  8.1892  -2.8159  25.532
Si  -15.1214  12.2508  13.5202
Si  9.6273  -1.5724  13.2688
Si  21.4063  2.1245  8.6871
Si  -0.3759  -9.9268  15.0643
Si  -10.9654  -2.724  29.5191
Si  -25.8162  -12.348  20.8244
Si  -10.118  -17.6112  20.1487
Si  34.9588  -26.8511  13.5258
Si  1.0454  29.1759  16.1398
Si  5.1583  -18.6398  23.157
Si  16.4304  8.3397  29.7949
Si  -4.3663  17.3499  10.5275
Si  -1.3564  -6.8485  28.1401
Si  4.0302  -6.7372  28.0761
Si  13.3049  10.668  10.9295
Si  6.9675  12.2  24.7916
Si  9.0896  4.0283  18.7173
Si  18.0069  11.1779  16.4507
Si  -2.4543  2.7449  16.8178
Si  23.8643  9.0043  21.1562
Si  16.0632  6.109  24.5235
Si  -8.1578  -5.4325  29.6622
Si  -18.9793  -8.5864  21.2812
Si  -19.2723  17.6824  22.9568
Si  12.3427  -15.1032  28.2248
Si  2.2964  21.2745  8.6468
Si  21.8308  -12.3914  19.1768
Si  26.2613  -1.089  17.3952
Si  10.2301  3.942  22.8946
Si  10.974  12.8074  10.9339
Si  15.0976  9.3673  7.6012
Si  6.7584  -4.2364  7.247
Si  -3.5406  4.1991  14.3223
Si  1.7876  0.8382  25.8888
Si  1.4624  10.1746  16.6872
Si  40.3565  -14.8274  13.378
O  0.0636  13.1875  14.1031
O  -19.5503  -3.8597  17.1141
O  -9.2356  -4.2889  12.1099
O  4.1941  -22.4212  18.8975
O  12.5978  23.3272  21.8073
O  -8.4384  -2.9187  19.9548
O  7.1451  -12.4907  19.2052
O  11.0044  -13.3053  12.9487
O  -35.1997  -2.6856  13.8599
O  -27.2684  -0.2842  16.627
O  8.1206  5.5111  13.6279
O  1.624  4.4474  13.7435
O  -7.2794  2.9863  22.5732
O  -7.0275  -25.798  23.8832
O  -5.9382  4.5416  24.1058
O  13.1401  -7.5368  20.2516
O  23.4768  -5.1004  23.872
O  14.5929  11.4755  11.5334
O  -14.3253  -5.2912  21.543
O  -1.2962  9.6927  23.9631
O  22.6814  3.0871  11.7078
O  -0.6797  22.5822  22.4645
O  -5.2698  -8.9018  24.1379
O  11.6338  -2.05  16.0437
O  17.4089  28.5504  23.8041
O  13.5201  12.9355  13.4827
O  -18.1162  -4.8866  13.7027
O  -7.6142  4.8994  10.043
O  -9.0825  -13.7291  22.5471
O  27.6328  21.4898  21.0879
O  18.1993  -10.5177  14.8058
O  7.3071  7.2365  11.7503
O  -10.8263  4.5033  21.5988
O  -15.2319  -2.8475  21.5175
O  10.0048  -5.8401  24.0091
O  3.0902  -15.8714  21.5553
O  -1.0113  -0.2901  14.2686
O  28.0062  -3.7948  14.2325
O  -7.0039  -15.7767  18.8944
O  -8.6199  -12.6693  11.6865
O  17.119  -7.5231  21.8917
O  11.8745  -10.4321  11.2265
O  16.5818  5.2719  11.2971
O  19.701  3.4131  22.4318
O  -14.1263  -21.3015  23.5338
O  36.8106  -20.3776  20.4577
O  41.6122  18.3845  23.0041
O  1.4071  17.7428  14.6723
O  0.3102  -35.661  10.32
O  -5.8058  -9.5444  13.6094
O  -7.7749  -0.8344  21.3552
O  10.6371  -18.2472  19.1461
O  21.6194  7.4442  24.9514
O  -5.1296  4.5261  14.5017
O  29.9052  13.2767  25.5078
O  -14.4139  2.7959  13.4938
O  28.9748  11.588  12.059
O  20.4754  10.2774  18.6941
O  -20.3915  22.4613  24.2673
O  15.5514  -4.944  16.2422
O  -24.2779  40.9266  17.3451
O  11.8665  11.4859  15.9137
O  0.2037  13.7523  23.6449
O  4.2505  35.9169  11.767

Results
free energy: -149751.424 eV
free energy less fixed offsets of O -568.88, Si -635.61 eV per atom: -0.984 eV

Forces (eV/angstrom), in the order of the atoms: element, x, y, z
Si  0.0705  -0.006  0.0442
Si  -0.0219  -0.0175  -0.0649
Si  0.0342  -0.0419  -0.0484
Si  -0.0414  0.0356  0.0478
Si  0.0357  -0.0141  -0.0805
Si  0.0326  -0.0037  0.0585
Si  0.0644  -0.0128  0.0558
Si  0.0292  -0.048  -0.0563
Si  0.0721  0.0222  0.133
Si  -0.0966  -0.2803  -0.2234
Si  -0.1448  -0.2577  0.0095
Si  0.2786  0.0551  -0.1771
Si  -0.2213  -0.2017  -0.2452
Si  0.2078  0.1631  0.006
Si  0.1288  0.1949  -0.1977
Si  -0.052  -0.1039  0.1542
Si  -0.0001  0.0499  0.0084
Si  -0.1539  0.0339  0.0585
Si  -0.0473  0.0889  -0.211
Si  -0.1464  0.1391  0.1649
Si  0.0069  0.0061  -0.071
Si  -0.0134  0.0401  0.0561
Si  0.0254  0.113  0.2434
Si  0.04  -0.0091  -0.2222
Si  -0.005  0.0183  -0.0054
Si  -0.0081  -0.0128  -0.0065
Si  -0.0106  0.0269  -0.0125
Si  0.0053  -0.0202  -0.0009
Si  -0.0719  0.0407  -0.0089
Si  -0.0098  -0.0077  -0.0065
Si  -0.0462  0.0063  0.0064
Si  -0.0701  0.0715  0.0139
Si  -0.0062  0.0148  0.0285
Si  0.0097  0.0032  -0.0072
Si  0.002  0.0067  -0.0027
Si  -0.009  -0.0302  -0.0425
Si  0.03  -0.0148  -0.0169
Si  0.0098  -0.019  -0.0165
Si  -0.0281  0.0041  -0.0375
Si  -0.018  0.007  -0.0404
Si  -0.0029  -0.0052  -0.0062
Si  -0.0012  0.0173  0.0259
Si  0.0031  -0.0026  0.002
Si  -0.0134  0.012  -0.0029
Si  -0.0344  0.0078  0.0268
Si  -0.0167  0.0107  0.0221
Si  0.0209  0.0226  0.0066
Si  0.0557  -0.0074  -0.1831
Si  0.0334  0.0364  0.0112
Si  0.0143  0.0201  0.0321
Si  -0.0524  -0.0583  0.088
Si  -0.0459  -0.0203  0.0102
Si  0.0039  -0.0063  -0.0093
Si  0.002  0.0371  0.0161
Si  0.0478  0.0243  0.0459
Si  0.1345  -0.0774  0.1243
Si  0.0263  -0.0064  0.0234
Si  0.0232  -0.0201  -0.0055
Si  -0.0117  0.0184  -0.0111
Si  -0.0077  0.0013  -0.0158
Si  0.0045  0.0114  0.0027
Si  0.0125  0.006  -0.0052
Si  -0.0198  -0.0079  0.0272
Si  0.0123  0.0203  0.0092
Si  -0.0132  0.0079  0.0111
Si  0.0126  -0.0085  -0.0062
Si  -0.0149  -0.0003  -0.0075
Si  -0.0057  0.004  0.0072
Si  0.0139  0.0077  0.0087
Si  -0.0145  0.0024  -0.0025
Si  0.0012  0.0084  0.001
Si  -0.0012  -0.0161  0.0042
Si  0.0083  -0.0143  0.0055
Si  -0.0084  -0.003  0.007
Si  0.0014  -0.0033  0.0002
Si  0.0093  0.0016  0.0064
Si  -0.0042  0.006  0.0027
Si  -0.0023  -0.0019  0.0085
Si  -0.0015  -0.0004  0.0087
Si  -0.0056  -0.0022  0.0127
Si  -0.0005  -0.0018  0.0031
Si  -0.0048  0.0013  0.0006
Si  -0.0005  0.0001  0.004
Si  -0.0018  -0.0013  -0.0039
Si  -0.0028  0  -0.0044
Si  0.0033  -0.0027  -0.0062
Si  -0.001  -0.0052  0.0012
Si  -0.0024  0.0036  -0.0024
Si  -0.0048  -0.0019  0.0133
Si  -0.0013  -0.0031  0.0009
Si  -0.0033  -0.0019  0.0066
Si  0.0023  0  -0.002
Si  -0.0027  -0.0012  -0.0015
Si  -0.0008  -0.0022  0.0107
Si  0.0049  -0.0034  0.0021
Si  0.0023  -0.0002  0.0144
Si  0.0091  0.0046  -0.0186
Si  0.0042  -0.0029  0.0186
Si  -0.0024  -0.0003  0.0078
Si  -0.0125  0  0.0113
Si  -0.003  0.0021  0.0262
Si  0.0046  0.0055  -0.0169
Si  0.0168  0.0001  -0.004
Si  0.0084  0.0035  0.0134
Si  0.0011  0.0142  -0.0284
Si  -0.0025  0.004  -0.0029
Si  -0.0057  0.003  -0.0192
Si  0.0108  -0.0215  0.0371
Si  -0.0192  -0.0396  0.0319
Si  0.0134  0.0009  -0.0041
Si  0.0077  0.0196  -0.0151
Si  0.0174  0.0105  -0.0176
Si  -0.0034  -0.0205  0.054
Si  0.0171  0.0109  -0.0181
Si  0.0053  0.0104  -0.0093
Si  0.0107  -0.0005  0.0025
Si  0.0399  -0.0332  0.0409
Si  -0.0008  0.0099  0.0058
Si  -0.0338  -0.0248  0.0454
Si  0.0037  -0.0043  -0.0037
Si  0.0159  0.0073  0.0263
Si  0.0017  -0.0263  0.0021
Si  -0.0165  0.0029  -0.0028
Si  -0.0566  0.0438  0.1482
Si  -0.0003  -0.0136  0.0072
Si  0.007  -0.0003  -0.016
Si  0.0032  -0.0181  0.0001
Si  -0.0124  0.0286  -0.0387
O  0.0101  0.0015  0.0237
O  0.0045  0.0067  0.0146
O  -0.0042  0.0086  0.0049
O  0.0062  -0.0088  0.0018
O  -0.0065  -0.0178  0.0221
O  0.0145  -0.002  0.0056
O  0.0099  0.0012  -0.005
O  0.0094  -0.0139  -0.0185
O  -0.006  0.0012  0.0015
O  0.0076  0.0111  0.0006
O  0.006  0.0087  -0.0026
O  0.0259  0.0361  0.0619
O  0.0061  0.0078  0.0012
O  0.0129  0.0004  0.0024
O  -0.0016  -0.0042  -0.0045
O  0.0139  0.0255  0.0281
Si  0.0088  -0.003  -0.0055
Si  -0.0218  -0.0061  -0.0188
Si  -0.007  -0.0017  0.0012
Si  -0.0011  0.02  0.004
Si  0.0031  -0.0205  -0.0119
Si  -0.0291  -0.0043  0.0032
Si  -0.0019  0  0.028
Si  0.0042  0.0015  0.0198
Si  0.0261  -0.0156  -0.0166
Si  -0.0024  0.0293  -0.0193
Si  -0.0478  0.04  0.013
Si  0.0155  0.0152  -0.0052
Si  -0.0157  -0.0105  0.0351
Si  -0.018  0.0079  0.0086
Si  -0.0195  0.0295  -0.0253
Si  0.0466  0.0439  -0.0985
Si  0.0113  0.0077  -0.0301
Si  -0.0176  0.0127  -0.0482
Si  -0.0048  -0.0026  0.0171
Si  0.0137  0.0133  0.0139
Si  0.0117  0.0164  0.0679
Si  -0.0089  -0.016  -0.004
Si  0.0122  -0.0131  -0.006
Si  -0.0072  -0.0134  0.034
Si  -0.0083  -0.0085  0.033
Si  -0.0103  -0.0069  0.0129
Si  -0.0063  -0.0085  0.0072
Si  -0.0151  -0.015  0.0341
Si  0.0066  0.0114  -0.0043
Si  0.007  -0.0051  -0.01
Si  0.0023  -0.0044  0.0203
Si  0.0059  0.0059  -0.0159
Si  -0.017  0.0255  -0.0164
Si  -0.0838  -0.0182  -0.0524
Si  -0.0073  -0.0216  0.0095
Si  -0.0254  -0.0212  -0.0257
O  -0.0137  -0.0102  0.0081
O  -0.0107  0.0016  0.0035
O  -0.0066  -0.0046  -0.0096
O  0.0151  0.0022  -0.037
O  -0.0461  0.0054  0.0122
O  -0.0025  -0.0188  0.0032
O  0.0002  -0.0015  0.0044
O  0.0114  -0.0088  -0.004
O  0.0015  0.0125  0.0149
O  0.0026  -0.004  0.003
O  0.0003  -0.0064  0.0052
O  0  -0.0106  -0.0053
O  0.0024  0.0015  0.0001
O  -0.0239  0.001  -0.0255
O  0.0051  -0.0387  -0.0097
O  -0.0093  0.0066  0.0135
O  0.0104  0.0096  -0.0025
O  0.0026  -0.0134  0.0146
O  0.0009  0.0088  0.0072
O  -0.0803  0.1081  -0.1038
O  -0.001  0.0021  0.0278
O  -0.0675  -0.0976  0.0621
O  0.0483  -0.0578  0.0412
O  0.0001  0.0037  0.0005
O  0.0296  0.0148  -0.0255
O  0.0196  0.0024  -0.0025
O  -0.0022  -0.002  -0.0107
O  0.0345  0.0396  -0.025
O  -0.0095  0.0129  -0.0247
O  0.0029  -0.0077  -0.0073
O  -0.0077  -0.0004  0.0135
O  0.0126  0.0132  0.0528
O  0.0061  -0.0209  -0.0105
O  0.0112  -0.003  0.0011
O  -0.0083  -0.0057  -0.0086
O  -0.0031  0.0019  -0.0084
O  -0.0072  0.0032  0.0117
O  0.0112  -0.0038  -0.0053
O  -0.0085  0.0153  0.0047
O  -0.0073  -0.0071  0.0139
O  0.0008  -0.0006  0.0072
O  0.0163  0.0201  -0.0126
O  -0.0337  -0.0261  -0.0469
O  -0.0047  0.0148  -0.0196
O  0.1375  -0.0687  -0.0037
O  -0.0029  -0.0034  0.006
O  0.0366  0.0313  0.0254
O  -0.0011  0.0153  0.0123
O  0.01  0.0148  -0.0338
O  -0.0148  0.001  0.0113
O  -0.0025  -0.0078  -0.0019
O  -0.001  0.0049  0.0083
O  -0.0271  0.028  0.0026
O  0.007  -0.0121  0.0035
O  -0.0142  -0.0569  0.0147
O  0.0032  0.0039  0.0058
O  -0.0197  -0.0095  0.0133
O  0.015  -0.0077  -0.0002
O  0.0065  0.0279  0.0276
O  0.0065  0.0063  0.0112
O  0.0097  -0.0015  0.0085
O  0.0107  0.0033  0.0088
O  0.0062  -0.0623  -0.0401
O  -0.0066  -0.0137  0.0215

The program warned: the cutoff lies below the one the program advises for these potential files; the forces do not sum to zero within the program's tolerance; the exchange-correlation potential is rough where the density is thin.
